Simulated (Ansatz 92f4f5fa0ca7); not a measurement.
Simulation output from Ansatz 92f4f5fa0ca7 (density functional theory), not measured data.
Periodic cell of 236 atoms, Si145O89P2, from a study of silicon, its oxide and their interface. The atomic structure is a simulated model.
Doubt: the cutoff is far below the 930 eV that the study's wrapper takes by default for these files, so forces and energies are approximate.
This geometry differs little from another in the collection (a relaxation step or a small displacement).

Settings
functional: PBE
potential files: Ansatz PAW
basis: plane waves
wave-function cutoff: 580 eV
density cutoff ratio: 5
exchange-correlation grid ratio: 1
k mesh: 1 x 1 x 1, Gamma-centred
self-consistency stop: 5e-08 eV per atom in the density residual
occupations: fixed
spin: none
net charge: 0

Cell vectors (angstrom)
a	11.6015	0	0
b	0	10.938	0
c	0	0	32.0622

Atoms: element, x, y, z (angstrom)
Si	-0.1904	-0.0635	23.272
Si	3.6767	0.1987	23.0925
Si	7.5624	-0.1431	23.4467
Si	1.6955	1.3743	23.4059
Si	5.7427	1.395	23.1938
Si	9.4487	1.2276	23.3723
Si	0.1618	5.3101	23.463
Si	4.1275	5.2944	23.3996
Si	8.0366	5.605	23.542
Si	2.1614	6.5763	23.366
Si	5.9728	6.7652	23.4809
Si	10.0134	6.8656	23.5932
Si	1.9088	2.6614	25.3757
Si	5.8354	2.6496	25.2571
Si	9.634	2.6848	25.2699
Si	11.6024	4.0016	25.3879
Si	3.8981	3.9691	25.3247
Si	7.7459	4.0891	25.341
Si	1.9765	8.1483	25.1878
Si	5.7777	8.1673	25.3627
Si	9.7145	8.2626	25.4249
Si	11.643	9.5606	25.2599
Si	3.8684	9.5866	25.0688
Si	7.6939	9.5177	25.4087
Si	11.6525	-0.0132	27.2056
Si	3.9028	-0.058	27.1227
Si	7.7605	-0.0175	27.285
Si	1.9877	1.3095	27.2737
Si	5.8293	1.3192	27.2095
Si	9.6981	1.3287	27.2123
Si	11.595	5.4675	27.2377
Si	3.8478	5.4192	27.217
Si	7.7138	5.4593	27.2631
Si	1.9393	6.8246	27.1772
Si	5.7606	6.7965	27.2715
Si	9.6573	6.813	27.2776
Si	1.9451	2.7199	29.171
Si	5.7947	2.7116	29.1431
Si	9.6821	2.7234	29.1453
Si	0.0137	4.0955	29.1645
Si	3.8662	4.0859	29.1691
Si	7.7326	4.0776	29.1747
Si	1.9423	8.1838	29.1354
Si	5.7912	8.193	29.1748
Si	9.6756	8.202	29.1831
Si	0.0118	9.5609	29.149
Si	3.8703	9.5652	29.1248
Si	7.7349	9.5452	29.1911
Si	0	0	31.0965
Si	3.8672	0	31.0965
Si	7.7343	0	31.0965
Si	1.9336	1.3673	31.0965
Si	5.8008	1.3673	31.0965
Si	9.6679	1.3673	31.0965
Si	0	5.469	31.0965
Si	3.8672	5.469	31.0965
Si	7.7343	5.469	31.0965
Si	1.9336	6.8362	31.0965
Si	5.8008	6.8362	31.0965
Si	9.6679	6.8362	31.0965
Si	1.9336	2.7345	0.9679
Si	5.8008	2.7345	0.9679
Si	9.6679	2.7345	0.9679
Si	0	4.1018	0.9679
Si	3.8672	4.1018	0.9679
Si	7.7343	4.1018	0.9679
Si	1.9336	8.2035	0.9679
Si	5.8008	8.2035	0.9679
Si	9.6679	8.2035	0.9679
Si	0	9.5708	0.9679
Si	3.8672	9.5708	0.9679
Si	7.7343	9.5708	0.9679
Si	11.5948	0.0051	2.9013
Si	3.8497	0.0102	2.9236
Si	7.7346	0.0072	2.895
Si	1.9227	1.372	2.8841
Si	5.8059	1.3529	2.8703
Si	9.6517	1.3738	2.9152
Si	11.5589	5.4982	2.8677
Si	3.8499	5.4623	2.9218
Si	7.6907	5.5092	2.9034
Si	1.9145	6.8175	2.8798
Si	5.7603	6.8764	2.9248
Si	9.6259	6.8601	2.924
Si	1.8606	2.7342	4.7991
Si	5.8224	2.7339	4.7699
Si	9.5723	2.8021	4.8185
Si	11.5349	4.1099	4.7588
Si	3.871	4.0421	4.8412
Si	7.7039	4.2221	4.8834
Si	1.9268	8.1448	4.8226
Si	5.7515	8.3087	4.836
Si	9.6234	8.2439	4.8668
Si	11.5895	9.5389	4.8105
Si	3.7728	9.6221	4.9049
Si	7.7144	9.6468	4.8685
Si	11.5017	0.1503	6.5869
Si	3.5412	0.2186	6.7548
Si	7.6552	0.0237	6.8729
P	1.7126	1.5646	6.7347
Si	5.6821	1.3363	6.6716
Si	9.5936	1.5061	6.7971
Si	11.5868	5.4855	6.6668
Si	4.0397	5.3651	6.8056
Si	7.7787	5.6766	6.8445
Si	2.0396	6.6196	6.671
Si	5.8322	6.961	6.7589
Si	9.7961	7.0214	6.8989
O	10.0325	8.0014	8.2582
O	7.6353	9.8994	8.1817
O	7.4782	4.7551	8.2025
O	3.2075	10.4713	8.2348
O	2.0857	7.5649	8.0229
O	4.2085	4.4757	8.2525
O	9.8432	2.4289	8.177
O	11.515	4.5216	8.0106
O	5.7281	2.4419	7.9564
O	5.7926	7.9303	8.1265
O	11.3788	10.3192	8.0488
O	11.2675	10.0851	21.7958
O	3.2447	10.7221	21.5072
O	5.7905	7.7621	22.1557
O	4.2308	4.4442	21.9519
O	7.6998	9.674	22.1908
O	10.3346	7.6585	22.1694
O	1.6308	2.4039	22.1032
O	5.9598	2.4343	21.8913
O	8.438	4.7047	22.2018
O	-0.0729	4.4422	22.0439
O	2.3411	7.3487	21.914
O	9.1367	1.8975	21.8826
Si	1.9347	7.8325	9.5967
Si	5.0753	0.5831	17.6689
Si	2.543	5.4135	13.9882
Si	10.5327	3.9449	14.0042
Si	8.3188	2.3921	15.2758
Si	9.5579	2.2406	20.3534
Si	10.6182	3.6183	9.0109
Si	0.0696	2.3581	11.5581
Si	11.0931	8.179	15.4061
Si	5.2134	6.9289	14.0208
Si	5.99	2.6834	11.1813
Si	8.5874	7.6619	19.3795
Si	8.1163	4.8368	20.6156
Si	5.9815	9.5952	15.1841
Si	2.1202	7.6368	20.3325
Si	1.9249	4.8938	18.7729
Si	4.4997	3.4283	18.0354
Si	8.5519	8.9388	16.8166
Si	0.9008	9.5097	13.2854
Si	9.9774	10.6758	11.6863
Si	5.3541	3.6931	21.0227
Si	0.6219	5.5249	16.2288
Si	10.8202	9.1964	9.08
Si	6.5832	8.8888	21.288
Si	7.1717	7.1832	11.5029
Si	2.735	0.7862	12.2457
Si	10.8972	8.6799	21.0363
Si	6.0562	4.3292	15.6848
Si	7.1692	0.4716	12.9876
P	4.2668	2.8573	8.594
Si	0.9231	6.7725	11.8949
Si	6.5201	9.0653	9.0573
Si	0.6716	3.2909	21.1426
Si	9.8263	6.6071	12.8922
Si	7.8886	4.6023	9.7688
Si	4.0107	10.0658	20.2077
Si	4.3508	3.0533	13.5366
Si	3.8096	10.1087	9.711
Si	8.0981	0.7916	18.0324
O	11.4612	3.3512	12.819
O	9.5149	4.535	9.8091
O	8.8119	3.5941	19.8525
O	4.0921	-0.0919	18.7847
O	11.3048	4.5999	15.2717
O	9.8983	9.8694	10.2567
O	3.8661	1.5479	13.1456
O	0.6953	9.1272	14.8575
O	6.5115	1.0145	18.3448
O	4.7433	3.1375	19.6265
O	6.3854	1.1956	11.7393
O	0.5606	8.6756	9.8379
O	5.6681	4.3062	17.2788
O	8.5106	7.3766	12.3861
O	4.6914	2.814	10.1579
O	2.114	5.565	15.5506
O	3.4161	0.1818	10.9034
O	5.9544	7.1689	12.5826
O	2.2942	6.3626	19.3517
O	0.6637	4.9282	17.7407
O	8.5059	10.6855	12.3916
O	5.4232	10.158	9.555
O	0.611	8.2149	20.1976
O	9.7688	2.6618	14.6263
O	2.0912	10.6014	13.2216
O	10.0173	9.1239	16.1532
O	6.1992	10.3269	13.7338
O	7.4934	1.5494	14.1625
O	1.6346	3.9363	20.0313
O	5.931	5.7971	14.9754
O	7.4157	8.9688	15.6624
O	1.5505	1.7432	11.7187
O	7.105	8.3927	10.4151
O	4.3261	1.9807	17.288
O	7.3143	3.233	10.4318
O	11.6614	7.0431	16.4117
O	8.2934	10.1474	17.8381
O	3.2596	8.6274	10.1045
O	7.5964	3.8264	15.5482
O	3.151	4.3011	17.9061
O	2.9858	3.9127	13.5866
O	1.4089	8.2213	12.4488
O	1.2555	5.6987	13.0517
O	5.0349	8.3083	14.8767
O	11.1794	2.3854	20.3382
O	11.0699	10.0064	12.6888
O	5.4661	3.5786	12.4474
O	5.0778	3.2228	14.9752
O	6.4855	4.7839	20.5431
O	8.5102	1.5864	16.6734
O	10.4554	1.276	11.4608
O	10.9151	6.6697	11.6716
O	3.2728	8.6704	19.8493
O	1.7471	6.4833	10.5098
O	7.1735	8.1952	19.9603
O	8.5135	7.59	17.7458
O	3.7178	6.4553	13.6325
O	9.5284	5.0634	13.3419
O	5.5366	9.9916	20.7562
O	10.3778	7.428	14.165
O	8.7782	6.1534	19.9449
O	7.2594	5.8021	10.6556
O	5.3265	10.5648	16.3462
O	9.0657	1.1264	19.2885
O	11.6782	3.1069	10.1198
O	9.7482	8.698	19.8806

Results
free energy: -144302.399 eV
free energy less fixed offsets of O -568.88, P -755.39, Si -635.61 eV per atom: 2.151 eV

Forces (eV/angstrom), in the order of the atoms: element, x, y, z
Si	-0.0016	0.0015	0.0025
Si	0.0016	0.0021	-0.0025
Si	-0.0002	0.0009	0.0015
Si	0.0008	-0.0014	0.0026
Si	0	-0.0013	-0.0012
Si	0.0045	0.0007	-0.0023
Si	-0.0005	-0.0026	0.0022
Si	0.0029	-0.0021	-0.0038
Si	0.0007	-0.0022	0.0004
Si	0.0003	0.0022	-0.0027
Si	0.0008	0.0031	0.0016
Si	0.0007	0.0035	-0.0005
Si	0.0018	-0.0007	0.0004
Si	0.0014	0.0004	-0.0005
Si	-0.0011	-0.0005	-0.0027
Si	0.0009	0	0.0007
Si	-0.0008	-0.0009	0.0008
Si	0.0005	0.0013	0.0026
Si	0	0	0.0033
Si	-0.0009	0.001	0.0008
Si	0.001	0.0008	0.0007
Si	0.001	-0.0005	-0.0007
Si	-0.0005	-0.0019	-0.0003
Si	0.0004	-0.0003	-0.0002
Si	0.0005	-0.0025	-0.0009
Si	0.0003	-0.0005	0.0001
Si	0.0002	-0.0005	-0.0022
Si	0.0001	0.0015	0.0009
Si	0.0001	0.0016	0.0008
Si	0.0008	0.0023	0.0008
Si	0.0026	0.0015	0.0003
Si	-0.0017	0.0022	0.0003
Si	-0.0002	0.0017	-0.0009
Si	0.0012	-0.0016	-0.0003
Si	0.0016	0.0006	-0.0009
Si	-0.0009	-0.0003	-0.0006
Si	0.0034	0.0009	0.004
Si	-0.0015	-0.0005	-0.0008
Si	0.0016	-0.0002	-0.0016
Si	0.0013	0.0003	-0.0011
Si	-0.0004	-0.0019	-0.0013
Si	0.0001	0.0011	-0.0005
Si	0.0012	0.0011	-0.003
Si	-0.0002	-0.0021	0.0032
Si	0.0002	-0.0009	0.003
Si	-0.0008	0.0009	-0.003
Si	0.003	-0.0025	-0.0063
Si	0.001	0.0017	0.0061
Si	0.0345	-0.023	-0.0952
Si	-0.0261	0.032	-0.2087
Si	-0.042	0.0325	0.0986
Si	-0.0147	-0.0534	0.069
Si	-0.0207	-0.046	-0.075
Si	0.0072	-0.0655	-0.0782
Si	0.0116	-0.0328	0.0025
Si	0.018	0.0393	0.0097
Si	-0.0046	-0.0207	0.0216
Si	0.0111	-0.0231	-0.1288
Si	-0.0303	-0.1001	0.1086
Si	0.038	-0.1288	0.124
Si	-0.0104	0.0737	-0.071
Si	-0.0088	0.0361	-0.1724
Si	0.0216	0.0407	0.0712
Si	-0.0621	0.0178	-0.1243
Si	0.0238	-0.0119	0.0932
Si	-0.0687	0.0723	0.1615
Si	0.0198	0.038	-0.0493
Si	-0.0811	0.0432	0.0208
Si	-0.0465	0.0545	0.1018
Si	-0.0551	0.0151	-0.022
Si	0.0122	-0.0132	0.1004
Si	0.0432	-0.0234	0.037
Si	0.011	-0.0086	-0.0077
Si	-0.0025	-0.0086	0.0051
Si	0.0073	-0.0069	-0.0032
Si	0.0026	-0.0128	-0.0057
Si	-0.0049	0.0022	-0.0018
Si	0.0005	0.0069	0.0027
Si	-0.0023	0.0017	0.0065
Si	0.0086	0.0062	0.0111
Si	0.0065	-0.0015	-0.0011
Si	0.0019	-0.0017	0.0048
Si	-0.0018	-0.0037	0.0028
Si	0.0001	0.0029	0.0044
Si	-0.0116	-0.0174	0.0141
Si	0.0028	0.0039	-0.0076
Si	-0.0113	-0.0065	-0.0138
Si	-0.0026	0.0091	-0.0034
Si	0.0026	-0.0032	-0.0181
Si	-0.0041	-0.0031	0.0122
Si	0.0055	0.0086	-0.0027
Si	-0.0102	0.0056	0.0012
Si	0.0094	0.0098	-0.0066
Si	-0.0082	0.0008	-0.0086
Si	-0.003	-0.0061	-0.0236
Si	-0.0108	0.0005	0.0065
Si	-0.0124	0.0105	-0.01
Si	0.052	0.0617	-0.0229
Si	-0.0093	0.0038	-0.0184
P	0.0095	0.0141	-0.0019
Si	-0.0118	0.0067	0.037
Si	0.0031	-0.0051	0.0045
Si	0.011	-0.0064	0.0014
Si	0.0079	-0.0044	0
Si	-0.0026	-0.0132	0.0071
Si	-0.0093	0.007	0.0012
Si	0.0057	0.0089	0.0001
Si	0.001	0.0083	0.0091
O	-0.0006	-0.0046	-0.0028
O	0.0025	0.0039	-0.0002
O	-0.0021	0.009	0.0032
O	-0.0052	0.0038	0.0279
O	0.0002	-0.011	-0.0057
O	-0.022	-0.0217	0.0222
O	0.0064	-0.0022	0.0035
O	0.0068	0.0037	-0.0069
O	-0.0506	-0.0267	-0.0166
O	0.0041	-0.0027	-0.0068
O	0.0111	0.0036	0.0034
O	0.0009	-0.0022	-0.0035
O	0.0021	0.0007	0.0001
O	-0.0012	-0.0009	-0.0013
O	-0.0015	0.0024	0.0007
O	0.0015	0.0004	-0.0021
O	0.0015	-0.002	-0.0001
O	-0.0007	0.0017	-0.0031
O	0.0013	-0.0001	-0.0005
O	0.0013	0.0003	-0.0008
O	0.0005	-0.0002	-0.0012
O	0.0014	-0.0023	-0.0011
O	0.0005	-0.0036	0
Si	0.0035	-0.0079	0.0013
Si	0.0011	0.001	0.0033
Si	0.0021	-0.0092	-0.0025
Si	-0.0002	0.0002	0.0012
Si	-0.0018	-0.0014	0.0023
Si	0.0019	0.0001	0.0007
Si	-0.0024	0.0002	0.0063
Si	0.0063	0.0071	-0.0046
Si	0.0021	0.0004	0.0036
Si	0.002	0.0003	0.003
Si	-0.0083	0.0139	-0.0099
Si	-0.0005	0.0008	0.002
Si	0	-0.0011	0.0022
Si	0.0024	0.0028	0.002
Si	0.0013	0.0031	0.0018
Si	-0.0025	-0.0011	0.0053
Si	0.0022	-0.004	0.0022
Si	0.0013	0.0026	-0.001
Si	0.0057	0.0017	0.0016
Si	-0.0028	0.0028	0.0044
Si	0.0027	-0.0005	0.0023
Si	-0.0006	0.001	0.0034
Si	0.0024	-0.002	0.0006
Si	0.0005	0.0014	0.0034
Si	0.0012	-0.0078	-0.0069
Si	0.0013	0.0092	-0.0005
Si	0.0006	0.0031	0.0021
Si	-0.0045	-0.0074	-0.0015
Si	-0.0022	0.005	-0.0031
P	0.1132	0.0138	0.0108
Si	0.0028	0.002	-0.012
Si	-0.0058	-0.0002	-0.0038
Si	0.0013	-0.0002	0.0025
Si	-0.0006	-0.0009	-0.0018
Si	0.0009	-0.0106	0.0067
Si	0.0029	0.0017	0.0031
Si	0.0141	-0.0014	-0.0197
Si	0.013	-0.0019	-0.0024
Si	-0.0019	-0.0039	0.0031
O	0.0007	0.0014	0.0012
O	-0.0032	0	0.0011
O	-0.0005	0.0001	-0.0016
O	0.0015	-0.0014	-0.0005
O	0.0025	0.0008	-0.0017
O	0.0017	-0.0021	0.0019
O	0.0065	0.007	0.0049
O	0.0006	0.0002	-0.0003
O	0.0038	0.0012	-0.0047
O	0.0015	0.0006	-0.0004
O	0.0051	-0.0044	0.0081
O	-0.0071	0.0008	0.0043
O	0.0034	0.0028	-0.0014
O	-0.0023	-0.0001	-0.0006
O	-0.0241	-0.0201	-0.0269
O	0.0011	0.0005	-0.0018
O	0.0001	-0.0078	-0.0005
O	0.0024	0.0011	0.0016
O	0.0009	-0.0006	-0.0008
O	0.0045	0.0016	-0.0008
O	0.0074	-0.0008	-0.0032
O	-0.0034	-0.0043	0.0007
O	0.0013	-0.0009	-0.0014
O	0.0016	0.0022	-0.0008
O	-0.0042	-0.0035	0.0011
O	-0.0044	-0.0022	0.0017
O	0.0025	-0.0001	0.001
O	0.0036	0.0038	0.0043
O	0.0008	0.0026	-0.0027
O	0.0006	-0.0027	-0.0004
O	0.0081	0	0.0035
O	0.0007	-0.0037	0.0013
O	0.0022	0.001	0.0014
O	0.0033	0.0013	0.0019
O	-0.006	0.0056	-0.001
O	0.0027	-0.0012	-0.0018
O	0	0.0036	-0.002
O	0	0.0038	0.0025
O	0.0028	-0.005	0
O	0.0007	0.001	-0.0009
O	-0.0021	0.0109	0.0037
O	-0.0004	-0.0012	0.0029
O	0.0058	0.0013	0.0003
O	0.0012	-0.0012	-0.0015
O	0.0031	0.0024	-0.0017
O	-0.0001	0.0013	-0.0034
O	-0.0091	-0.0103	0.0078
O	0.0063	0.0058	0.0002
O	0.0012	-0.0001	-0.0012
O	-0.0015	-0.0008	-0.0047
O	0.0012	-0.0027	0.0048
O	0.0033	-0.0008	0.0036
O	0.0005	-0.0007	-0.002
O	-0.0028	0.0072	0.0068
O	0.002	-0.0021	-0.0016
O	0.0022	0.0014	-0.0015
O	0.0028	0.0007	0.0026
O	0.0023	0	0.0016
O	0.002	0	-0.0022
O	0	0.0022	0.0026
O	0.0023	-0.001	-0.0021
O	0.0076	0.0024	0.001
O	0.0019	0.0013	-0.0011
O	0.0039	0.002	-0.0033
O	-0.0014	-0.0024	0
O	0.0023	0.0003	-0.0014

The program warned: the cutoff lies below the one the program advises for these potential files; the forces do not sum to zero within the program's tolerance; the exchange-correlation potential is rough where the density is thin.
